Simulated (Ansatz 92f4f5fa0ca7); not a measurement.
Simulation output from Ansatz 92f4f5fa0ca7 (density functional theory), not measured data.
Periodic cell of 320 atoms, Si176O144, from a study of silicon, its oxide and their interface. The atomic structure is a simulated model.

Settings: functional r2SCAN; potential files Ansatz PAW; basis plane waves; wave-function cutoff 800 eV; density cutoff ratio 5; exchange-correlation grid ratio 1; k mesh 1 x 1 x 1, Gamma-centred; self-consistency stop 5e-08 eV per atom in the density residual; occupations Fermi-Dirac, 0.05 eV; spin none; net charge 0.

Cell vectors (angstrom)
a 15.3871 0 0.0109
b 0 15.3871 0.0188
c -0.6585 -0.8885 22.0569

Atoms: element, x, y, z (angstrom)
Si -2.5194 -1.6131 14.7502
Si -2.7483 3.442 14.6181
Si -2.7141 6.6097 14.6075
Si -2.6655 -4.0434 14.8327
Si 1.2172 -1.2749 14.5663
Si 1.3421 3.183 14.6439
Si 1.7602 6.291 14.2213
Si 1.3379 10.9618 14.7121
Si 5.0158 -0.3752 14.563
Si 4.9619 2.1146 14.543
Si 5.1536 7.0474 14.8282
Si 5.1677 10.1634 14.8198
Si 8.9006 -0.4722 14.4364
Si 8.9598 2.691 14.5703
Si 8.9804 7.1615 14.8703
Si 7.1323 10.6164 15.9748
Si -0.6622 -0.9596 15.9749
Si -0.7135 3.0026 15.8194
Si -0.756 6.8697 15.8454
Si -0.6783 10.663 15.918
Si 3.1425 -0.884 15.8847
Si 3.2089 2.8576 15.9821
Si 3.2198 6.7008 16.0133
Si 3.2255 10.6091 16.057
Si 6.9897 -0.8384 15.7867
Si 6.9266 2.9026 15.7448
Si 7.0626 6.8136 16.1007
Si 9.1405 10.2695 14.7467
Si 10.8467 -0.9284 15.8049
Si 10.8039 3.0094 15.9989
Si 10.8949 6.8856 16.123
Si 10.9369 10.6658 16.2127
Si -0.0796 1.9452 -4.8479
Si 0.0231 5.7926 -4.8088
Si -0.0522 9.6163 -4.764
Si -0.0052 -1.9634 -4.6997
Si 3.7443 1.8656 -4.7311
Si 3.9117 5.6702 -4.7025
Si 3.7651 9.5373 -4.719
Si 3.8851 -1.9067 -4.7787
Si 7.6636 1.93 -4.8386
Si 7.6435 5.672 -4.8011
Si 7.7321 9.6294 -4.6398
Si 7.6989 -1.8677 -4.8794
Si 11.542 1.889 -4.8027
Si 11.5044 5.791 -4.6643
Si 11.6167 9.6366 -4.5274
Si 11.4581 -1.8403 -4.6826
Si -1.9494 1.9409 -3.3796
Si -1.898 5.7139 -3.3772
Si -1.8579 9.5637 -3.2325
Si -1.9575 -1.8718 -3.3604
Si 1.8128 1.8539 -3.4425
Si 1.9382 5.7495 -3.3975
Si 1.8632 9.5902 -3.379
Si 1.9417 -2.0102 -3.4272
Si 5.7374 1.9899 -3.471
Si 5.7979 5.692 -3.3179
Si 5.7405 9.5406 -3.4024
Si 5.8121 -1.8077 -3.4823
Si 9.5816 1.869 -3.4559
Si 9.5428 5.7761 -3.3921
Si 9.6263 9.6877 -3.2698
Si 9.5381 -1.9114 -3.3921
Si -1.938 0.0572 -1.9666
Si -1.9412 3.8274 -1.9133
Si -1.8801 7.5536 -1.9395
Si -1.9201 11.5704 -1.9945
Si 1.8614 -0.1056 -2.1191
Si 1.8767 3.7747 -2.1146
Si 1.9495 7.7039 -1.9978
Si 1.9302 11.4948 -2.0019
Si 5.7487 0.1454 -2.1118
Si 5.7631 3.7852 -1.912
Si 5.7861 7.6144 -1.9771
Si 5.7951 11.5756 -2.2729
Si 9.5693 -0.0504 -2.0311
Si 9.5654 3.8114 -2.1313
Si 9.5802 7.7418 -2.0189
Si 9.5632 11.6169 -1.9129
Si 0.0358 -0.0518 -0.6489
Si 0.0751 3.7783 -0.5968
Si 0.0601 7.5892 -0.5755
Si 0.0127 11.5301 -0.6227
Si 3.7834 0.0317 -0.7908
Si 3.7371 3.743 -0.6572
Si 3.8779 7.6893 -0.5609
Si 3.9684 11.55 -0.8588
Si 7.6239 0.0704 -0.7158
Si 7.7596 3.8289 -0.597
Si 7.7065 7.7251 -0.5885
Si 7.5305 -3.7773 -0.7256
Si 11.4799 0.0065 -0.6032
Si 11.3843 3.8079 -0.6664
Si 11.498 7.6233 -0.6597
Si 11.5396 -3.7996 -0.6279
Si 0.6746 1.8145 0.626
Si 0.826 5.674 0.6069
Si -0.3694 9.5719 0.6311
Si -0.2795 -1.9609 0.7204
Si 3.1 1.8169 0.6088
Si 3.244 5.6834 0.5811
Si 3.0891 8.6473 4.4383
Si 4.376 -1.9077 0.389
Si 8.4214 1.8769 0.579
Si 8.3342 5.8006 0.6438
Si 7.0684 9.6927 0.5932
Si 6.7819 -1.8181 0.4045
Si 10.8218 1.9051 0.6488
Si 10.7591 5.7368 0.5609
Si -3.5488 9.5802 0.5866
Si -3.4461 -1.8975 0.7275
Si -0.7976 2.0625 3.4182
Si -0.7435 5.0023 3.0974
Si 0.1241 9.0343 3.5443
Si 1.5398 -1.9898 3.4142
Si 4.0404 1.3466 2.7182
Si 4.1625 6.1756 3.5095
Si 4.6386 9.7378 0.4655
Si 3.7652 -1.7816 2.6698
Si 6.971 2.2259 3.2695
Si 7.2205 5.3744 3.5898
Si 7.5396 10.3532 2.8471
Si 7.6977 -1.878 2.5033
Si 11.4517 2.2491 2.9272
Si -3.5245 5.1962 2.511
Si 10.4479 10.2367 3.2972
Si 10.6987 -1.9924 2.7094
Si -0.2104 4.6779 10.6845
Si -3.6243 1.1452 10.2693
Si -2.6628 7.7779 6.9608
Si 3.4688 2.3337 5.5192
Si 0.5907 11.1638 5.3818
Si 9.0876 1.5102 9.6483
Si 4.6661 10.7891 3.365
Si -3.4857 10.476 5.9001
Si -2.3419 5.9838 9.2576
Si -1.7951 6.7067 4.2094
Si 5.1743 -1.6425 11.6083
Si -0.0462 -0.1708 5.4162
Si 3.6098 -1.4399 9.15
Si 3.1475 5.0877 6.2264
Si -1.6974 -2.7569 9.4466
Si 1.785 2.3578 10.0912
Si 1.5809 7.0246 11.2949
Si 4.5826 2.9739 11.447
Si 10.7273 -0.1586 7.8799
Si 6.3203 -0.8487 7.8656
Si -3.1625 7.6255 11.6715
Si 7.2219 8.3482 7.6804
Si 9.7558 10.2084 8.002
Si -1.7616 2.4705 12.0727
Si -3.4677 10.1262 10.1166
Si 5.6382 3.7615 6.8555
Si 1.9818 9.7799 7.7198
Si 1.2855 -3.487 9.7386
Si 0.7656 1.0137 12.5431
Si 2.6286 6.9937 8.4431
Si 4.4198 8.6839 7.1794
Si 10.5311 0.0077 4.9021
Si 8.5941 4.96 12.5976
Si 8.2451 -0.9443 11.4093
Si 8.9532 -2.349 8.8948
Si 8.0556 5.5708 6.4004
Si -3.1904 -1.3324 11.888
Si 10.8805 -3.9257 12.5725
Si -1.6165 -2.5203 6.4401
Si 1.9636 0.7239 7.5615
Si 5.5926 5.673 12.0998
Si 1.9533 9.9501 11.8883
Si 6.3796 2.0656 9.2525
Si 7.4119 -0.1747 4.9952
Si 4.9948 10.676 11.9042
Si 6.6412 8.24 10.7733
Si 10.488 6.1998 7.969
Si 9.431 6.9463 10.7765
O 0.376 7.0389 14.6435
O 0.1101 1.6036 2.1602
O 0.5086 5.5566 2.2265
O 0.4427 9.5683 2.0489
O 1.5092 8.434 4.1439
O 0.579 -2.0241 2.0969
O 5.5083 2.0182 2.6311
O 3.794 5.4449 2.1173
O 5.7159 5.9058 3.842
O 4.1294 10.272 1.9278
O 8.0384 1.7226 2.1661
O 7.8036 5.9312 2.1931
O 8.8983 9.7651 3.5437
O 9.2376 -1.3629 2.3441
O -2.353 1.9115 3.021
O -1.9964 4.7713 2.0277
O -1.9662 9.6025 1.0177
O -1.8525 -1.913 1.1646
O -2.2412 -1.1466 13.1844
O -2.917 2.6601 13.1859
O -2.7776 5.0258 14.1992
O -2.7078 7.4904 13.219
O 11.0417 -2.3319 12.4178
O -3.1711 10.8862 13.3354
O 1.5258 9.956 13.4458
O 1.2979 -2.8662 14.1612
O 1.136 -0.4314 13.1606
O 1.535 2.1667 13.3798
O -2.3323 11.1371 9.5546
O 2.2743 6.7799 12.7501
O 1.3628 -4.0804 11.235
O 4.8375 -1.173 13.1233
O 4.6248 2.5886 13.0118
O 5.8067 2.1862 10.7489
O 7.1433 4.245 6.5749
O 5.0201 6.0301 13.5655
O 5.1959 -4.3454 13.4441
O 5.1344 8.6023 14.2997
O 6.663 -1.1627 11.2745
O 6.1442 9.6547 11.3888
O 9.0419 1.1249 14.1331
O 8.6693 -1.123 12.9591
O 1.0504 3.778 10.2697
O 9.0644 3.5333 13.1705
O 9.0101 6.101 13.6541
O 5.0739 -3.2292 11.2407
O -0.3987 3.5854 3.788
O 1.0525 -0.8002 4.4051
O -1.9835 7.3058 8.3638
O 1.4171 -3.3474 4.2904
O 3.2298 2.0213 3.955
O 4.2195 -0.2473 3.0538
O 3.2016 5.6827 4.7161
O 3.89 7.7624 3.3323
O 3.5898 10.1835 4.3839
O 4.6617 -2.9718 3.4001
O 7.1751 1.3726 4.6131
O 7.2199 3.7737 3.5586
O 8.161 5.8695 4.8094
O -1.0898 7.9792 3.4845
O 7.7605 -3.4414 2.8639
O 9.4145 0.7353 8.2512
O 10.6614 1.4081 4.0828
O 1.3291 8.6226 11.2029
O 11.2081 3.8521 3.2089
O -3.3059 6.3981 3.6111
O 10.5506 -3.5501 3.1144
O -3.9192 9.8424 4.4712
O 7.4124 6.8428 7.1481
O 11.2267 -1.1521 4.0002
O 10.4818 2.1358 10.1755
O -0.9869 3.8703 11.8569
O 4.6629 5.0426 6.8081
O 5.0385 2.715 5.7564
O 1.5376 10.1925 6.232
O -0.2086 -3.3225 6.4241
O 0.6218 0.1621 6.8527
O -3.8684 0.0663 11.4606
O 0.236 6.1237 11.2657
O 3.6055 9.9756 7.7535
O 8.995 -0.371 5.248
O 6.516 -0.5611 6.2799
O 9.6725 6.9199 9.1773
O 10.9268 9.5789 8.957
O 8.607 9.1622 7.5524
O -1.8923 6.9742 5.7903
O 10.6179 7.6407 11.6047
O 10.5168 10.7485 6.6912
O -1.1321 4.9219 9.364
O -3.6727 5.3288 8.5825
O -2.0332 -2.1876 7.9651
O -2.3697 -1.8821 10.6191
O 6.3027 0.5575 8.6762
O 9.017 -3.9409 8.6996
O 2.575 3.5852 6.0251
O 2.2716 5.8348 7.3562
O 5.6743 7.0292 11.2332
O 1.1619 10.6596 8.7538
O 1.6695 1.9877 8.5247
O 4.6692 4.5905 11.3472
O 2.6207 -0.3701 8.509
O 9.5035 5.2973 7.0695
O 6.6876 8.3817 9.1873
O 9.006 -2.0317 10.4835
O 10.255 -1.6895 8.1608
O 8.5625 0.5191 10.814
O 9.026 8.6958 14.2874
O 7.5612 -1.7774 8.3122
O -2.325 2.0133 10.6299
O -0.542 1.1937 4.7354
O 10.8717 10.8403 11.1232
O -0.8128 1.3103 12.6787
O 3.5624 9.958 11.6722
O 1.455 4.7014 14.057
O 3.283 2.514 10.6349
O 4.1243 -0.9301 10.6017
O 6.9916 -1.0916 3.7283
O 11.2361 0.0619 6.363
O 5.5498 3.0624 8.3022
O 3.0387 1.0684 6.4062
O 4.1717 7.4885 8.2586
O 9.2999 5.3831 11.2105
O 7.9259 2.5653 9.3185
O -2.6343 6.3806 10.7967
O 1.1298 1.1586 10.977
O 9.5091 -4.2545 13.3762
O 8.1423 7.8218 11.2078
O -0.3945 10.2353 4.4972
O 5.9675 8.9913 6.8549
O -2.7159 -3.4898 5.7465
O -3.4744 0.3445 8.8647
O 2.6595 -2.7341 9.352
O 3.603 8.138 5.8812
O 11.1575 7.3396 7.018
O 2.4343 6.5663 9.9901
O 1.6476 8.235 8.0686
O 7.0095 4.9421 12.35
O -2.5694 9.37 6.6721
O 10.9216 9.5061 1.9383
O 4.9165 -1.6208 8.1837
O 6.1389 10.1519 3.6674
O -0.0923 -2.6557 9.6354
O -1.328 -1.151 5.6239
O -2.668 8.9761 10.9285

Results
free energy: -194703.981 eV
free energy less fixed offsets of O -570.45, Si -639.56 eV per atom: 3.379 eV

Forces (eV/angstrom), in the order of the atoms: element, x, y, z
Si -0.0619 -0.025 0.0932
Si 0.0618 0.034 0.1316
Si 0.0389 -0.0013 0.1142
Si 0.06 0.014 0.1901
Si 0.0142 -0.0064 0.168
Si 0.0172 0.0359 0.1506
Si -0.0135 -0.0702 0.0642
Si -0.0206 0.051 0.2295
Si -0.0423 -0.0211 0.1201
Si -0.01 -0.0235 0.165
Si -0.031 0.0627 0.1002
Si 0.035 -0.0403 0.1909
Si -0.0314 0.0083 0.1933
Si -0.0731 -0.0383 0.1753
Si -0.0068 -0.0318 0.1376
Si -0.0427 0.0033 -0.0319
Si -0.009 0.0039 -0.0328
Si 0.0045 0.002 -0.003
Si -0.079 0.0214 0.0606
Si -0.0043 -0.0007 -0.0861
Si 0.0247 0.0141 0.0105
Si -0.0041 -0.0512 0.014
Si 0.0071 0.0056 0.0143
Si 0.0211 -0.0079 0.0013
Si 0.0316 0.0195 -0.0325
Si 0.0025 -0.014 -0.0344
Si 0.0198 0.0015 0.0226
Si 0.0041 -0.0456 0.1533
Si 0.0084 0.0394 0.0307
Si -0.0127 -0.0191 0.0412
Si 0.0241 -0.0119 0.0185
Si 0.0625 0.0274 0.0148
Si 0.0108 -0.0004 -0.0224
Si -0.0303 0.0028 -0.0149
Si 0.0224 -0.0218 -0.0271
Si -0.0263 0.0207 -0.0168
Si -0.0259 0.0018 -0.0208
Si -0.0014 0.0023 0.0167
Si 0.0242 0.0174 0.0282
Si -0.0152 -0.0144 -0.0083
Si -0.0173 -0.0105 0.0095
Si 0.0278 0.0437 0.0002
Si -0.0047 0.002 0.0549
Si 0.0211 -0.0221 -0.034
Si -0.0061 0.0216 -0.0295
Si 0.0244 -0.0044 0.014
Si -0.0141 -0.0024 0.0047
Si -0.0483 -0.0455 -0.0135
Si -0.0226 -0.0121 -0.0375
Si -0.013 0.0252 -0.0132
Si -0.0609 0.0241 0.0268
Si 0.0189 -0.05 0.0563
Si 0.0374 0.0383 -0.0067
Si -0.0223 0.009 -0.0162
Si 0.0374 -0.0139 0.0168
Si 0.0129 -0.0178 -0.0084
Si 0.0071 0.0452 -0.0094
Si -0.0527 0.0196 0.0124
Si 0.0291 0.0064 -0.0174
Si -0.0333 -0.0377 0.0027
Si -0.02 0.0341 0.0033
Si 0.0425 0.0224 0.007
Si -0.048 -0.0176 -0.0146
Si 0.0146 0.0265 0.0063
Si 0.0065 -0.0008 0.021
Si 0.0282 -0.0292 0.0389
Si -0.0063 0.0561 0.0139
Si 0.0196 -0.0356 -0.0384
Si 0.0064 0.0048 0.0466
Si 0.027 -0.0223 0.0333
Si -0.0192 -0.0279 0.0639
Si -0.0412 0.0083 -0.009
Si -0.0337 -0.003 0.0351
Si -0.0026 0.0041 0.0376
Si 0.0569 0.0295 0.0666
Si -0.0318 0.0463 0.0522
Si -0.0177 -0.0141 -0.0242
Si 0.0086 -0.0496 0.0312
Si 0.0127 -0.0397 0.0403
Si 0.0522 0.0122 0.0024
Si -0.0061 0.0183 -0.0063
Si 0.0153 0.0189 0.0208
Si -0.0129 -0.0556 -0.0288
Si -0.033 0.0109 0.077
Si 0.0203 -0.0099 -0.07
Si -0.0068 0.048 -0.0202
Si -0.0036 0.0011 -0.0164
Si 0.0115 -0.0119 -0.0461
Si -0.0031 -0.0071 -0.0259
Si -0.0096 0.0282 0.069
Si -0.0225 0.0443 -0.0197
Si -0.0357 -0.0053 -0.0014
Si 0.0429 0.0006 -0.023
Si 0.0272 0.0195 -0.0151
Si 0.0095 -0.0836 -0.0222
Si 0.003 -0.0031 0.0444
Si 0.0175 -0.0306 -0.1745
Si -0.0274 0.0398 -0.1408
Si -0.0336 -0.0496 -0.1827
Si 0.0181 0.0124 -0.3316
Si 0.0165 -0.0296 -0.0231
Si -0.0306 -0.0182 -0.1673
Si -0.0419 0.0422 -0.0945
Si -0.0586 -0.0078 -0.0023
Si 0.0208 -0.0075 -0.1225
Si 0.09 0.0376 -0.1947
Si 0.0201 -0.0699 0.0267
Si 0.0631 0.0668 -0.0323
Si 0.0508 0.0266 -0.0716
Si 0.0579 0.022 -0.0182
Si 0.0255 0 -0.1762
Si -0.0182 0.0374 -0.1336
Si 0.0201 -0.0318 -0.1551
Si 0.0407 -0.0401 -0.1686
Si -0.0116 -0.0363 -0.1335
Si -0.1272 0.0023 -0.1262
Si -0.0294 0.0144 -0.2118
Si -0.0578 -0.0472 -0.2176
Si 0.0245 -0.0981 -0.187
Si 0.1054 -0.0121 -0.1659
Si 0.1315 -0.0675 -0.1884
Si 0.0576 -0.0082 -0.2007
Si -0.0445 -0.0178 -0.2122
Si -0.0866 -0.0419 -0.142
Si -0.0151 0.0028 -0.1685
Si -0.1267 -0.0402 -0.1882
Si -0.0224 -0.0381 -0.1644
Si -0.0368 -0.0364 -0.0707
Si 0.0103 -0.0636 0.051
Si 0.0169 -0.0314 0.0174
Si -0.0066 0.0078 -0.0804
Si -0.016 0.0002 -0.0906
Si -0.0402 0.0505 -0.0936
Si 0.0234 -0.0611 0.025
Si 0.1177 -0.0214 -0.2367
Si -0.0123 -0.0167 -0.0948
Si 0.0653 -0.0184 0.035
Si -0.038 0.0338 -0.0862
Si -0.0093 0.0613 0.1579
Si -0.011 0.0334 -0.1005
Si -0.0032 0.0074 0.0221
Si -0.0088 0.0027 -0.0789
Si -0.0109 0.0046 0.0281
Si -0.052 -0.0074 0.0558
Si 0.0184 -0.0417 0.1224
Si -0.0127 -0.0411 0.1266
Si 0.0132 0.0382 -0.041
Si 0.0015 0.022 -0.0417
Si -0.0086 -0.0068 0.151
Si -0.0028 0.0175 -0.0038
Si 0.0365 -0.0025 -0.0542
Si 0.015 0.0013 0.1338
Si 0.0168 0.0582 0.1042
Si -0.0431 -0.007 -0.0478
Si -0.0126 -0.0118 -0.0247
Si -0.0185 0.0046 0.0149
Si 0.0411 -0.0044 0.1203
Si -0.0077 -0.0128 0.0063
Si -0.0038 0.033 -0.06
Si 0.0093 0.0235 -0.0933
Si 0.0379 0.0141 0.1805
Si 0.0417 0.0025 0.1529
Si 0.0146 0.0642 0.0273
Si 0.0083 0.0248 -0.0881
Si 0.0698 -0.0276 0.1527
Si 0.0772 -0.0141 0.1647
Si 0.033 -0.0059 -0.0287
Si -0.055 0.0415 -0.0281
Si -0.0033 0.0056 0.1638
Si -0.0212 0.0077 0.1443
Si -0.0007 -0.0113 0.0067
Si 0.0089 -0.0145 -0.1131
Si -0.0032 0.0317 0.1401
Si -0.0008 -0.0205 0.0723
Si 0.0001 0.0241 -0.0098
Si 0.0137 -0.0378 0.0697
O 0.0442 -0.0318 0.0132
O -0.0404 -0.0194 0.1441
O -0.0115 0.0074 0.1349
O 0.0308 0.017 0.142
O 0.0467 -0.0096 0.0565
O 0.1866 0.0218 0.2792
O -0.0179 0.0031 0.0552
O 0.0489 0.0386 0.1816
O 0.0051 0.0034 0.0704
O -0.0326 0.0785 0.1124
O -0.1195 0.041 0.1955
O -0.1106 -0.0266 0.1768
O 0.0242 -0.0136 0.0862
O 0.0781 0.0249 -0.0109
O -0.0275 0.0049 0.0273
O 0.0689 0.0053 0.1562
O 0.01 -0.0331 0.0717
O -0.0691 0.0222 0.055
O 0.0267 0.0135 -0.1338
O 0.0028 -0.0451 -0.0773
O -0.035 -0.007 -0.0494
O -0.0099 0.0408 -0.1427
O -0.0295 0.0572 -0.0677
O -0.073 -0.0226 -0.2099
O 0.0089 -0.0333 -0.1703
O 0.0034 0.0043 -0.0595
O -0.0156 0.0323 -0.1396
O 0.0309 -0.0933 -0.0782
O 0.0053 -0.0161 -0.0131
O 0.021 0.0706 -0.1664
O -0.0041 0.0079 -0.032
O -0.0047 -0.0913 -0.1909
O 0.0031 0.0241 -0.1189
O 0.0382 -0.0195 -0.0245
O 0.0077 -0.0245 0.0177
O 0.0328 -0.0552 -0.1189
O -0.0114 0.0411 -0.1747
O -0.0277 0.0216 -0.072
O 0.0047 0.0041 -0.0475
O 0.0207 -0.0184 -0.0479
O 0.0104 0.0338 -0.0564
O -0.0089 -0.0168 -0.1465
O 0.0169 0.0231 -0.0091
O -0.0051 0.0345 -0.1456
O 0.0399 -0.0764 -0.178
O -0.0061 -0.0311 -0.0622
O -0.0523 0.0749 0.0716
O 0.0034 0.0107 0.0581
O 0.0081 0.0209 0.0149
O 0.0094 -0.0585 0.0931
O -0.0235 0.0338 0.141
O -0.0204 0.0545 0.0696
O -0.0298 -0.0343 0.0665
O 0.0216 0.0056 0.0287
O -0.0709 -0.009 0.1123
O -0.0637 -0.0194 0.1105
O -0.0191 0.0172 0.0962
O -0.0283 0.0498 0.0732
O 0.0288 0.0131 0.0855
O -0.0103 0.0175 0.0064
O 0.0156 -0.038 0.1325
O -0.0231 0.0067 0.0033
O -0.0103 -0.0321 0.1335
O -0.0239 0.026 -0.0638
O 0.0147 -0.0089 0.0705
O 0.1035 0.0261 0.1086
O -0.015 -0.0098 0.1004
O 0.0602 -0.0402 0.0907
O -0.0273 -0.003 0.0229
O 0.023 0.0387 0.1038
O -0.0146 0.0378 0.0114
O -0.003 0.0338 -0.0299
O 0.014 0.0163 0.0173
O 0.0468 0.0081 -0.0012
O 0.0252 -0.0218 0.0424
O 0.0164 0.0094 0.0293
O 0.0256 -0.0052 0.05
O -0.0259 0.0352 -0.014
O -0.0324 -0.0022 -0.0332
O 0.0296 -0.0013 0.0247
O -0.0026 -0.0189 0.0462
O -0.026 -0.0173 0.0594
O -0.0089 0.0166 -0.0273
O -0.0311 -0.0275 -0.0173
O 0.009 0.0126 0.013
O 0.0329 -0.0167 0.0717
O -0.0457 0.0306 -0.0164
O -0.0263 0.0167 0.0419
O -0.0176 0.0056 -0.0415
O -0.0208 -0.0233 0.0049
O -0.019 0.0042 0.0136
O 0.0289 -0.0085 -0.0649
O -0.0044 -0.0022 -0.0098
O -0.0128 -0.0082 0.0179
O -0.013 0.0223 0.0223
O 0.0066 0.0243 0.0278
O -0.0045 0.0341 -0.0641
O -0.0097 -0.0096 0.003
O 0.0099 -0.0043 -0.0229
O -0.0121 0.0126 -0.0814
O 0.0164 -0.0164 0.0187
O 0.0129 -0.0212 0.0058
O 0.0025 -0.0043 -0.0295
O 0.0057 -0.0458 -0.0387
O -0.01 -0.0501 0.0136
O -0.0083 0.0322 -0.0194
O 0.0008 0.0078 -0.0598
O -0.0138 -0.0142 0.0044
O -0.0119 0.011 -0.055
O 0.0179 -0.0321 0.0652
O -0.0324 -0.0203 -0.1156
O -0.0417 -0.0092 -0.0234
O -0.0001 -0.0306 -0.0617
O -0.0165 0.0813 -0.0648
O 0.006 0.0062 -0.0374
O -0.0257 0.0112 -0.0148
O -0.0179 0.0531 0.1294
O 0.0322 -0.0021 0.0449
O 0.0049 0.0101 0.0219
O 0.0243 -0.0376 0.0156
O -0.0005 -0.0018 0.0332
O 0.0032 0.0032 -0.0689
O -0.0032 0.0223 -0.0141
O -0.012 -0.0179 -0.0104
O 0.0128 -0.0083 -0.0621
O 0.0108 0.0461 -0.0831
O -0.0141 0.0419 -0.0026
O -0.0282 -0.0092 0.0589
O 0.0195 -0.0183 0.0233
O -0.0063 0.0006 0.0081
O -0.0058 -0.0186 -0.0057
O 0.0311 -0.003 -0.0071
O -0.0103 -0.041 0.0555
O -0.0312 -0.0079 0.0094
O 0.0158 -0.0161 -0.021
O -0.0087 -0.0059 0.0223
O -0.0115 -0.0101 -0.0529
O 0.0093 0.0244 0.0436
O -0.0432 -0.0142 0.1261
O 0.0083 -0.0153 -0.0034
O -0.0018 0.0023 0.1039
O 0.0263 0.0114 0.0115
O -0.0434 -0.0435 0.0119
O -0.0039 0.0173 -0.0434

The program warned: the cutoff lies below the one the program advises for these potential files; the forces do not sum to zero within the program's tolerance; empty levels may hold ghost states of the PAW files.
